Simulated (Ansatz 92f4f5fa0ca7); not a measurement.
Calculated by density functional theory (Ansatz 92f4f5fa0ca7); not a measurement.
Periodic cell of 430 atoms, Si266O164, from a study of silicon, its oxide and their interface. The atomic structure is a simulated model.
Doubt: the cutoff is far below the 930 eV that the study's wrapper takes by default for these files, so forces and energies are approximate.
This geometry differs little from another in the collection (a relaxation step or a small displacement).

Settings: functional PBE; potential files Ansatz PAW; basis plane waves; wave-function cutoff 580 eV; density cutoff ratio 5; exchange-correlation grid ratio 1; k mesh 1 x 1 x 1, Gamma-centred; self-consistency stop 5e-08 eV per atom in the density residual; occupations fixed; spin none; net charge 0.

Cell vectors (angstrom)
a	15.4687	0	0
b	0	12.8259	0
c	0	0	37.7048

Atoms: element, x, y, z (angstrom)
Si	-0.024	1.1823	35.016
Si	3.8459	1.1701	35.0524
Si	7.7261	1.1834	35.0536
Si	11.6161	1.1748	35.0231
Si	1.8896	7.5723	35.0375
Si	5.7602	7.5736	35.0336
Si	9.6437	7.5741	35.0246
Si	13.5095	7.5743	35.0257
Si	1.9336	5.247	35.4379
Si	5.8008	5.247	35.4379
Si	9.6679	5.247	35.4379
Si	13.5351	5.247	35.4379
Si	0	11.6599	35.4379
Si	3.8672	11.6599	35.4379
Si	7.7343	11.6599	35.4379
Si	11.6015	11.6599	35.4379
Si	0	4.664	36.6746
Si	3.8672	4.664	36.6746
Si	7.7343	4.664	36.6746
Si	11.6015	4.664	36.6746
Si	1.9336	11.0769	36.6746
Si	5.8008	11.0769	36.6746
Si	9.6679	11.0769	36.6746
Si	13.5351	11.0769	36.6746
Si	0	2.332	37.0869
Si	3.8672	2.332	37.0869
Si	7.7343	2.332	37.0869
Si	11.6015	2.332	37.0869
Si	1.9336	8.745	37.0869
Si	5.8008	8.745	37.0869
Si	9.6679	8.745	37.0869
Si	13.5351	8.745	37.0869
Si	1.9336	1.749	0.6188
Si	5.8008	1.749	0.6188
Si	9.6679	1.749	0.6188
Si	13.5351	1.749	0.6188
Si	0	8.162	0.6188
Si	3.8672	8.162	0.6188
Si	7.7343	8.162	0.6188
Si	11.6015	8.162	0.6188
Si	0	5.83	1.031
Si	3.8672	5.83	1.031
Si	7.7343	5.83	1.031
Si	11.6015	5.83	1.031
Si	1.9336	12.2429	1.031
Si	5.8008	12.2429	1.031
Si	9.6679	12.2429	1.031
Si	13.5351	12.2429	1.031
Si	1.9336	5.247	2.2678
Si	5.8008	5.247	2.2678
Si	9.6679	5.247	2.2678
Si	13.5351	5.247	2.2678
Si	0	11.6599	2.2678
Si	3.8672	11.6599	2.2678
Si	7.7343	11.6599	2.2678
Si	11.6015	11.6599	2.2678
Si	1.9336	2.915	2.68
Si	5.8008	2.915	2.68
Si	9.6679	2.915	2.68
Si	13.5351	2.915	2.68
Si	0	9.328	2.68
Si	3.8672	9.328	2.68
Si	7.7343	9.328	2.68
Si	11.6015	9.328	2.68
Si	-0.1112	-2.1386	28.6072
Si	3.443	-0.2189	27.9337
Si	8.153	-0.8909	27.1861
Si	11.2089	-0.0008	27.5774
Si	1.4357	6.8096	28.3124
Si	5.8992	6.5475	27.5956
Si	8.9335	6.5998	27.6065
Si	13.7943	6.3048	28.4834
Si	2.1125	3.8138	28.7917
Si	5.835	3.557	28.5948
Si	9.3334	3.5879	28.1855
Si	13.7501	4.03	29.0381
Si	0.2928	12.9764	28.3382
Si	3.8132	10.4341	28.6905
Si	7.6126	11.4928	29.4183
Si	11.8995	10.0927	28.3059
Si	0.2106	3.4698	30.1597
Si	4.0003	3.5294	30.1101
Si	7.7471	3.0715	29.8733
Si	11.7774	3.5057	30.1643
Si	1.825	9.9718	29.9054
Si	5.7227	10.2136	30.0872
Si	9.3426	10.103	30.2367
Si	13.5743	9.8793	29.9362
Si	0.0709	1.1699	30.4868
Si	3.9087	1.2736	30.7187
Si	7.6956	0.7927	30.6104
Si	11.5041	1.1943	30.5781
Si	1.794	7.6878	30.4677
Si	5.7179	7.8307	30.5142
Si	9.4403	7.742	30.5808
Si	13.4808	7.5807	30.4559
Si	1.9333	0.5841	31.7908
Si	5.7797	0.5775	31.9355
Si	9.6518	0.5952	31.9033
Si	13.5348	0.5601	31.637
Si	-0.0731	7.0294	31.7417
Si	3.7764	7.1403	31.6939
Si	7.588	6.927	31.7113
Si	11.4958	7.0948	31.6705
Si	0.0488	4.7064	32.1642
Si	3.9049	4.7908	32.1016
Si	7.7331	4.51	31.9322
Si	11.5711	4.7542	32.1428
Si	1.9007	11.0698	32.0541
Si	5.7116	11.09	32.263
Si	9.7055	11.1156	32.2947
Si	13.5175	11.0557	32.0366
Si	1.9856	4.1192	33.3665
Si	5.8243	4.1153	33.3265
Si	9.6348	4.1229	33.3415
Si	13.5357	4.1057	33.3451
Si	-0.0246	10.5068	33.3252
Si	3.7752	10.474	33.4012
Si	7.7028	10.4571	33.3916
Si	11.6524	10.4767	33.4007
Si	1.9264	1.7826	33.8181
Si	5.78	1.818	33.8876
Si	9.6611	1.821	33.8734
Si	13.5221	1.7517	33.7241
Si	-0.0378	8.1825	33.7967
Si	3.8051	8.1666	33.817
Si	7.6884	8.113	33.7906
Si	11.5775	8.1577	33.7871
Si	0	2.332	3.9167
Si	3.8672	2.332	3.9167
Si	7.7343	2.332	3.9167
Si	11.6015	2.332	3.9167
Si	1.9336	8.745	3.9167
Si	5.8008	8.745	3.9167
Si	9.6679	8.745	3.9167
Si	13.5351	8.745	3.9167
Si	1.9333	6.4326	4.3381
Si	5.7868	6.4252	4.3306
Si	9.6602	6.4291	4.3358
Si	13.5512	6.4274	4.3311
Si	0.0251	12.8029	4.3216
Si	3.8912	12.806	4.3271
Si	7.7512	12.8094	4.3398
Si	11.607	12.8058	4.328
Si	0.013	5.9179	5.6296
Si	3.8581	5.8921	5.6075
Si	7.7133	5.9028	5.5918
Si	11.6095	5.8878	5.5669
Si	1.9649	12.1514	5.519
Si	5.8214	12.1748	5.5522
Si	9.6858	12.1961	5.5708
Si	13.5562	12.099	5.4651
Si	0.0805	3.5705	5.8713
Si	3.8773	3.5394	5.9103
Si	7.7643	3.5562	5.9447
Si	11.5875	3.5481	5.8854
Si	1.9584	9.8522	6.0853
Si	5.8629	9.8705	6.079
Si	9.6985	9.8708	6.0359
Si	13.5848	9.8181	6.0448
Si	1.9669	2.8609	7.0861
Si	5.8092	2.8807	7.0484
Si	9.708	2.917	7.1414
Si	13.5838	2.7726	6.7847
Si	0.0199	9.3614	7.4475
Si	3.9269	9.3716	7.391
Si	7.8238	9.4321	7.4412
Si	11.6382	9.341	7.3116
Si	-0.0151	6.9772	7.8147
Si	3.8414	6.986	7.7458
Si	7.6842	7.0312	7.7064
Si	11.6067	6.9568	7.7043
Si	2.0104	13.3531	7.5156
Si	5.8519	13.4057	7.5508
Si	9.7046	13.4417	7.5761
Si	13.6311	13.3656	7.3912
Si	1.9311	6.2576	8.9993
Si	5.7608	6.2753	8.9355
Si	9.615	6.2565	8.8004
Si	13.5048	6.0213	8.8242
Si	0.0564	12.9254	8.7349
Si	3.9357	12.9909	8.849
Si	7.7679	13.065	8.8975
Si	11.7403	13.0814	8.7102
Si	1.9605	3.8904	9.1792
Si	5.7205	3.9115	9.1187
Si	9.5724	3.9469	9.2552
Si	15.4938	2.9206	10.0295
Si	0.038	10.6786	9.5532
Si	4.048	10.6529	9.486
Si	7.9746	10.7643	9.5968
Si	11.7787	10.8063	9.2205
Si	-1.8272	3.6981	8.8368
Si	3.8481	2.9785	10.2213
Si	7.6089	3.0745	10.1983
Si	12.1565	2.8054	10.394
Si	2.0676	10.2124	10.7146
Si	6.0409	10.1215	10.8103
Si	10.1508	10.6967	10.8687
Si	13.4538	10.1254	10.7404
Si	-0.936	3.0844	12.1143
Si	1.6681	-1.2835	13.502
Si	6.8904	4.5959	12.8744
Si	14.5599	0.3957	13.6231
Si	2.2035	7.0626	11.224
Si	5.4408	6.9719	11.1826
Si	10.0615	7.6246	11.6589
Si	13.0479	7.1428	11.6057
O	11.5026	6.9964	12.1303
O	1.1621	6.3446	12.2926
O	-0.3494	10.3011	26.9986
O	7.4099	7.1211	27.2851
O	9.6872	-0.274	27.0102
O	1.8377	0.0944	27.7169
O	8.6807	15.1592	14.1804
O	0.1005	11.9753	13.3118
O	6.5091	11.306	14.7676
O	0.0188	6.0261	14.8285
O	5.6592	3.834	13.6506
O	8.1778	12.6939	13.335
O	15.0596	14.6006	12.9354
O	8.7936	7.4895	12.679
O	2.254	11.1945	12.024
O	6.2528	11.1092	12.1421
O	-0.5883	4.4283	12.9481
O	14.0732	6.983	12.8527
O	10.7292	11.6985	12.1083
O	4.9424	0.5868	14.9915
O	14.6402	0.6316	15.2306
O	13.3731	8.4854	10.742
O	13.0133	12.9224	13.1525
O	3.822	6.8509	11.5552
O	13.6185	3.1742	27.6386
O	9.485	2.6296	26.8391
O	11.8858	8.9136	27.1861
O	7.9643	10.4797	26.4192
O	4.8019	7.0903	26.5003
O	7.0713	0.1709	26.5502
O	12.6584	6.4319	27.2895
O	9.4697	7.0958	29.0572
O	14.7729	0.8333	27.1931
O	4.3481	0.2571	26.6383
O	2.1853	7.7012	27.166
O	2.2232	2.8485	27.4409
O	10.0816	7.054	26.5425
O	12.097	1.1224	26.7886
O	5.7999	2.301	27.5369
O	-0.1726	6.791	27.9404
Si	-0.0574	13.8001	18.6289
Si	9.6741	2.8674	25.2232
Si	13.8981	12.6067	23.4224
Si	5.7435	1.1097	26.4254
Si	0.9781	1.7049	23.5464
Si	8.5213	8.5143	13.9225
Si	12.5138	6.4616	17.0758
Si	10.3421	9.7117	23.0914
Si	11.2738	4.3774	18.769
Si	8.9068	11.8718	21.3435
Si	3.6358	9.8975	21.5206
Si	18.0443	12.8213	17.5109
Si	1.9443	9.1537	24.1026
Si	13.1315	12.6066	20.4809
Si	-0.16	5.9665	13.2102
Si	15.3885	6.9154	16.1965
Si	11.8572	3.8084	15.9188
Si	4.0509	3.7091	13.374
Si	10.6222	11.3342	19.0235
Si	8.1524	7.6349	23.1952
Si	3.3904	13.8848	14.922
Si	8.9355	3.7736	14.8902
Si	2.2875	3.0968	25.8276
Si	11.1773	-0.6105	15.9666
Si	1.8219	8.8465	15.3351
Si	3.5201	2.025	21.786
Si	3.8779	10.0049	16.8905
Si	1.843	3.3925	19.6216
Si	11.7818	2.5711	21.3321
Si	4.1528	12.4704	20.1622
Si	12.0703	11.5753	13.0835
Si	0.7287	4.5469	23.9466
Si	3.8805	7.1199	19.9797
Si	17.8393	5.6615	17.6485
Si	13.5841	14.1992	16.2123
Si	8.1672	9.8415	24.9432
Si	5.8222	8.0844	15.6511
Si	1.7855	5.6478	21.528
Si	3.5952	8.2065	26.5153
Si	8.6199	13.6136	14.6313
Si	5.9929	11.1166	18.4228
Si	9.9414	7.7851	16.3583
Si	-0.5123	10.3631	25.3759
Si	3.5173	6.3065	14.8698
Si	6.6689	7.0306	18.5989
Si	5.0311	3.1255	24.3235
Si	6.1593	12.6101	15.6837
Si	12.9474	8.4522	23.9753
Si	11.666	7.4595	26.4921
Si	15.3281	7.0699	23.0256
Si	7.7097	4.4564	23.6217
Si	12.5524	2.3196	24.0977
Si	8.5857	9.2993	18.5885
Si	13.5704	1.8507	26.7301
Si	8.9079	1.8945	22.6499
Si	8.6477	5.0998	17.5336
Si	7.3283	11.2848	13.3655
Si	6.6979	10.0026	22.3921
O	4.8923	9.4484	15.7042
O	13.9927	7.0794	16.9945
O	5.0368	6.8872	14.8808
O	0.9849	12.7638	17.8916
O	3.2899	6.1273	21.1313
O	10.0854	11.0057	22.1121
O	7.8578	7.9845	19.2456
O	1.2684	4.3361	25.468
O	12.9785	2.7103	15.4671
O	14.5149	12.8996	19.6544
O	8.8384	4.2165	24.7924
O	8.4251	0.4583	22.0367
O	10.6426	11.5095	17.3703
O	5.111	10.1833	22.1559
O	13.5708	11.9657	21.9386
O	10.0149	13.1482	15.3134
O	12.3767	13.1576	16.5202
O	8.3962	10.048	13.3641
O	9.9645	9.829	19.3141
O	13.8632	7.748	22.8138
O	3.8053	3.5052	25.3512
O	4.4202	2.8701	22.8373
O	3.2186	11.238	20.6895
O	0.9332	7.8991	23.9228
O	7.0079	8.3869	22.2802
O	11.252	2.9907	24.8261
O	12.3662	14.0349	20.6672
O	2.6011	9.0063	16.7783
O	11.7358	3.723	20.1766
O	14.0258	9.0876	25.0091
O	2.0003	5.0408	23.0311
O	3.3491	5.1314	13.7598
O	6.1692	4.3118	24.1942
O	3.4103	13.1339	18.8719
O	12.1264	11.5859	19.6492
O	18.7362	5.5948	16.3048
O	13.7677	15.2595	25.2035
O	9.0573	8.9205	17.09
O	9.1103	1.6482	24.2722
O	1.7302	1.7701	25.0186
O	5.8237	12.1428	17.1833
O	12.0433	7.4509	24.9006
O	9.7293	10.1508	24.5487
O	-0.1454	13.398	23.3276
O	2.1364	1.4603	22.4335
O	3.2314	8.7035	25.0062
O	9.6681	4.71	18.7558
O	3.3559	15.3496	14.2335
O	7.922	3.2299	22.5123
O	15.6989	3.1375	23.3043
O	7.2618	5.5468	18.2611
O	3.0312	6.7685	18.6441
O	15.776	8.4417	15.748
O	9.868	8.2655	14.8115
O	7.9491	8.2119	24.7411
O	5.6517	11.9573	19.7612
O	5.4653	6.8742	19.6797
O	16.0911	6.8123	21.597
O	2.3227	4.1401	18.2481
O	7.475	10.4866	18.4496
O	12.4561	5.3242	15.9006
O	9.5396	12.2759	19.8647
O	16.5922	4.5492	20.5205
O	6.3056	5.9767	12.184
O	4.791	9.9918	18.2498
O	2.5319	9.6754	22.6855
O	0.8023	2.1645	19.3598
O	3.1614	2.9049	20.4577
O	8.1069	17.6786	13.9585
O	11.4929	7.7115	16.8244
O	7.9746	6.0068	23.0924
O	14.3967	1.7194	17.5789
O	11.9504	9.4898	23.2051
O	8.4026	3.8925	16.4501
O	14.1298	11.5952	24.6818
O	11.6633	11.2585	14.6791
O	3.1544	11.4744	16.7715
O	3.6437	8.6369	20.4983
O	12.1533	5.7439	18.5101
O	9.273	6.3186	16.6284
O	7.4759	13.5436	15.7896
O	7.1781	8.2377	14.7796
O	12.5727	0.7028	23.7635
O	15.0305	5.6685	23.8381
O	9.5993	8.2806	22.6675
O	2.5225	7.5772	14.5511
O	11.4984	3.3881	17.4731
O	12.6967	3.0484	22.623
O	7.6061	10.862	21.3244
O	7.1135	10.5447	23.8905
O	5.7373	1.7674	24.926
O	4.4019	0.746	21.3183
O	16.3566	6.2055	17.2888
O	1.0174	10.3273	24.7739
O	6.1584	7.681	17.1916
O	1.8127	10.205	14.4414
O	10.2809	2.3017	21.8833
O	2.5153	-0.0252	14.0785
O	2.7869	14.0294	16.4328
O	10.5675	3.8996	14.926
O	7.6848	1.404	10.1168
O	-2.3964	-2.3279	12.3232
O	5.9167	8.5527	11.3719
O	3.789	3.39	11.8021
O	5.8597	4.9159	27.6511
O	4.0253	13.4241	29.2147
O	10.4342	-2.606	29.0014
O	9.5357	6.9703	10.2893
O	10.7748	16.7103	28.8884
O	15.5578	1.2374	9.9558
O	1.8972	8.6719	11.2854
O	4.1382	9.4678	27.3831
O	2.1088	5.3334	28.1793
O	12.1152	11.4735	27.4502
O	12.8935	2.9589	11.8635
O	11.1103	0.4498	29.1425
O	-2.0846	5.9943	10.4982
O	-3.6162	1.2042	10.0861
O	24.2609	4.9944	27.5889
O	3.8904	14.1412	10.0832
O	5.4435	7.0649	29.0704
O	10.3572	9.1997	11.48
O	10.7293	3.6151	10.4152
O	7.4984	16.3989	11.7574

Results
free energy: -262372.936 eV
free energy less fixed offsets of O -568.88, Si -635.61 eV per atom: -4.356 eV

Forces (eV/angstrom), in the order of the atoms: element, x, y, z
Si	0.0014	-0.0028	0.007
Si	-0.0076	0.003	0.0086
Si	-0.0023	-0.0075	0.0061
Si	-0.0002	0.0026	0.0071
Si	0.0004	0.0041	0.0061
Si	0	0.0038	0.0093
Si	-0.0002	-0.0002	0.0057
Si	0.0044	0.0006	0.0035
Si	0.0439	0.0173	0.0798
Si	0.1305	0.0509	-0.1876
Si	-0.1833	0.0954	-0.1055
Si	0.0496	-0.0739	-0.0697
Si	-0.0536	0.0826	-0.31
Si	-0.2318	0.0509	0.0752
Si	-0.0897	-0.0842	0.014
Si	0.1895	0.0883	0.0657
Si	0.0005	-0.0724	-0.0346
Si	-0.0463	-0.0529	-0.0525
Si	0.0083	0.0063	-0.0207
Si	0.0233	-0.0835	-0.0771
Si	0.0756	0.0453	0.0222
Si	0.0433	0.0034	-0.0035
Si	-0.009	0.0023	-0.0185
Si	-0.0358	0.0474	0.0233
Si	-0.0862	0.0086	0.0108
Si	-0.104	0.0061	0.199
Si	0.0098	-0.0074	0.2809
Si	0.1054	-0.0242	0.0416
Si	-0.0807	0.0357	0.0589
Si	-0.0525	0.0482	0.0343
Si	-0.056	0.0348	-0.0224
Si	-0.0624	0.0052	-0.0014
Si	0.0595	0.0609	-0.0074
Si	0.0382	0.0416	0.0061
Si	-0.0583	0.0587	-0.0146
Si	0.0141	0.0339	0.0201
Si	0.0397	-0.0099	-0.0017
Si	0.0307	-0.0293	-0.01
Si	0.0141	-0.0157	-0.0275
Si	0.0357	-0.0135	-0.0157
Si	0.0082	0.0158	0.0193
Si	0.0499	0.0159	0.0353
Si	0.0025	-0.0027	0.0422
Si	-0.0239	0.0472	0.0532
Si	-0.066	-0.0127	-0.0131
Si	-0.0523	0.0041	-0.0013
Si	0.0189	0.0037	-0.0156
Si	0.0348	-0.0008	0.0168
Si	-0.0368	-0.0322	0.1323
Si	-0.0397	-0.0128	0.0755
Si	-0.0313	-0.0064	0.0955
Si	0.068	-0.0674	0.0771
Si	0.0866	0.0275	-0.1648
Si	0.0719	0.0008	-0.1264
Si	0.0355	0.0155	-0.0453
Si	-0.0615	0.0044	-0.1254
Si	-0.0567	-0.2173	-0.1783
Si	-0.0305	-0.0926	-0.0333
Si	0.0255	-0.1912	-0.1328
Si	-0.007	-0.0944	-0.0435
Si	-0.0383	0.105	0.1015
Si	-0.035	0.1681	0.1513
Si	-0.022	0.0744	0.0797
Si	-0.0342	0.112	0.116
Si	-0.0035	0.0358	0.0112
Si	-0.0048	-0.016	-0.0016
Si	0.0067	0.0051	-0.0132
Si	0.0021	-0.0051	-0.0071
Si	0.0036	0.0033	-0.0011
Si	-0.0103	-0.0059	-0.0125
Si	-0.0011	-0.0107	-0.0132
Si	-0.0039	-0.0249	-0.0093
Si	0.0139	-0.0001	-0.0045
Si	-0.0021	0.0074	-0.0058
Si	0.0033	0.0101	0.0026
Si	0.0099	0.0212	0.0255
Si	0.0055	-0.0219	0.0922
Si	-0.0038	0.0428	0.008
Si	0.0105	-0.0001	-0.0002
Si	0.0039	0.0063	-0.003
Si	-0.0283	-0.0077	0.0103
Si	-0.0007	-0.0245	0.0013
Si	-0.0055	0.0001	-0.0114
Si	0.0156	-0.0168	0.0134
Si	0.0101	-0.0112	-0.0119
Si	-0.0083	-0.01	-0.0099
Si	-0.0226	-0.0262	0.0178
Si	0.0052	0.0006	-0.0114
Si	0.0106	-0.0044	-0.0606
Si	-0.0136	0.0221	-0.0268
Si	0.0025	-0.0053	0.005
Si	0.0007	0.009	0.0083
Si	0.0044	-0.0004	-0.0076
Si	-0.0017	0.0181	0.017
Si	-0.0057	0.032	0.0041
Si	-0.0186	0.0145	0.001
Si	-0.0032	0.0027	0.0131
Si	0.0173	-0.0014	0.0028
Si	-0.008	0.0028	-0.0044
Si	-0.0058	-0.0003	0.0034
Si	0.0025	-0.0061	0.0104
Si	0.0013	-0.0005	-0.0048
Si	0.0009	-0.0133	-0.004
Si	0.0069	-0.0056	0.003
Si	-0.0016	-0.004	-0.0081
Si	-0.0015	-0.0003	0.004
Si	0.0052	0.0125	0.0141
Si	-0.0068	-0.0063	-0.0075
Si	0.0013	0.0014	0.0121
Si	0.0054	0.0004	0.0086
Si	0.0195	-0.0034	0.0068
Si	-0.0044	-0.0088	0.0036
Si	0.0017	-0.0021	0.0031
Si	0.0078	0	0.0026
Si	-0.0031	0.0093	-0.0054
Si	0.007	0.0038	0.0046
Si	0.0031	0.0014	0.0085
Si	0.0006	-0.0009	0.0035
Si	-0.0132	0.0146	0.0017
Si	-0.0129	0.0055	-0.0056
Si	0.0052	-0.0094	-0.0059
Si	-0.0016	0.0009	-0.0031
Si	0.0026	-0.0059	-0.0035
Si	-0.0051	-0.0049	-0.0012
Si	-0.0045	-0.0026	-0.0004
Si	-0.0018	-0.0039	-0.0059
Si	-0.0019	-0.0121	-0.0079
Si	0.0046	-0.0001	-0.0028
Si	0.2494	-0.0287	-0.4946
Si	-0.021	-0.05	-0.3271
Si	0.1126	0.0657	-0.0694
Si	-0.1632	-0.0752	-0.4711
Si	0.0452	0.0512	0.421
Si	0.149	0.0526	0.4213
Si	-0.001	0.061	0.2054
Si	0.1435	-0.1394	0.1723
Si	0.0028	-0.003	-0.0046
Si	-0.0051	-0.0013	-0.0067
Si	-0.0063	-0.0025	-0.0014
Si	0.0058	-0.0083	-0.0073
Si	-0.0006	0.0055	-0.006
Si	-0.0032	0.0047	-0.0024
Si	-0.001	0.0099	0.0042
Si	0.0052	0.0081	-0.0048
Si	-0.0047	0.0042	0.0059
Si	-0.003	0.0115	0.0031
Si	0.007	0.0044	-0.0088
Si	0.0004	0.0015	0.0119
Si	-0.0009	-0.0007	0.0005
Si	0.0041	0.0037	-0.0002
Si	-0.0056	-0.0038	-0.0094
Si	-0.0017	-0.0047	0.0024
Si	-0.0045	-0.0082	-0.006
Si	0.0015	-0.0108	-0.0083
Si	-0.0147	-0.0112	-0.0099
Si	0.0064	-0.0056	-0.0071
Si	-0.0029	0.0047	-0.0065
Si	-0.0283	0.0072	0.0029
Si	-0.0058	0.0047	0.011
Si	0.0067	0.0023	-0.0049
Si	-0.0105	0.0048	-0.0057
Si	0.0103	0.0106	0.0061
Si	-0.0036	0.0103	0.0057
Si	0.0094	-0.0118	0.0025
Si	-0.0035	-0.0035	-0.0013
Si	0.0108	-0.0034	-0.0013
Si	0.0339	0.0001	-0.0038
Si	0.0008	-0.0083	0.0213
Si	0.0143	0.0021	-0.0013
Si	0.0089	-0.0031	0.0001
Si	-0.0045	-0.0104	0.0099
Si	0.0076	0.003	0.0004
Si	0.0043	0.0031	-0.017
Si	0.004	-0.0044	-0.0163
Si	0.01	0.0038	-0.0075
Si	-0.0132	0.0174	-0.0079
Si	-0.0006	0.0129	0.0388
Si	-0.0323	0.0147	0.057
Si	0.0112	0.0028	-0.0084
Si	-0.0031	-0.0419	-0.0256
Si	-0.0004	-0.033	0.0137
Si	-0.0032	-0.0473	-0.0112
Si	-0.0111	-0.0198	-0.0081
Si	0.0199	-0.0567	-0.0174
Si	0.0198	-0.01	0.0348
Si	0.0251	-0.0242	0.0358
Si	-0.0317	0.0033	0.0076
Si	0.0086	0.0094	0.0139
Si	-0.0241	0.0121	0.0057
Si	-0.0077	0.0289	-0.0041
Si	0.0241	0.0179	0.0432
Si	-0.028	0.0079	0.0455
Si	-0.0241	0.0379	0.0084
Si	-0.0108	0.0386	-0.1043
Si	-0.024	0.0295	-0.0965
Si	-0.0012	0.0138	-0.0254
Si	0.0033	0.0072	-0.0134
Si	-0.0242	0.0212	0.0079
Si	0.0271	0.0266	-0.1713
Si	0.0249	0.0312	-0.0904
Si	0.01	0.0038	-0.0043
Si	0.0018	-0.0129	-0.0155
Si	-0.0098	0.0054	-0.0062
Si	0.0034	0.006	0.0015
Si	-0.0146	0.0044	-0.0544
Si	-0.0015	0.0124	-0.0679
Si	0.009	-0.0174	-0.0053
Si	-0.0005	-0.0039	0.005
O	-0.0146	0.0075	-0.0072
O	-0.0114	-0.0045	0.01
O	-0.0027	-0.0152	-0.0408
O	0.0001	-0.002	0.0087
O	0.0063	-0.0016	0.0128
O	0.0037	-0.0015	-0.0008
O	0.0004	-0.0057	0.001
O	-0.0016	0.0031	-0.0003
O	-0.0013	0.0033	0.0085
O	-0.0014	0.0087	0.0185
O	-0.0021	-0.0004	-0.002
O	-0.0003	0.0057	0.0034
O	-0.0027	-0.0134	0.0042
O	-0.0007	-0.0007	-0.0101
O	0.0029	0.0066	0.0096
O	0.0165	0.0104	-0.005
O	0.0023	0.0025	-0.0104
O	0.0047	-0.0044	0.0041
O	0.0031	0.022	0.0428
O	0.005	-0.0031	-0.002
O	-0.0059	0.0021	-0.0046
O	-0.0077	-0.0218	0.0033
O	0.0099	0.0037	-0.0014
O	0.0152	0.0021	0.0139
O	-0.0034	-0.0122	-0.0158
O	0.0044	-0.0045	-0.0119
O	0.0002	-0.0184	0.0015
O	-0.0045	-0.0169	-0.0009
O	0.0027	0.0001	0.0083
O	-0.0105	0.0086	0.0046
O	-0.0114	0.0133	0.0052
O	0.0019	-0.0056	-0.0013
O	-0.0262	0.02	-0.0259
O	0.0137	0.0033	0.0059
O	-0.0004	-0.0058	0.0076
O	0.0001	0.0042	-0.0107
O	0.0074	0.0017	0.0048
O	0.0144	0.004	0.0091
O	0.001	-0.0121	0.0055
O	0.0061	0.0042	-0.0026
Si	0.0019	-0.0014	0.0052
Si	-0.0003	-0.0071	0.0016
Si	0.0004	-0.0061	0.0091
Si	-0.0115	-0.0078	0.0003
Si	0.0005	-0.003	0.0021
Si	-0.0105	0.0079	-0.0025
Si	0.0005	0.0017	0.0032
Si	0.006	0.0014	0.0098
Si	0.0008	0.0024	0.0063
Si	-0.0016	0.0011	0.0045
Si	-0.0033	-0.0033	0.0028
Si	-0.002	0.0003	-0.004
Si	0.0036	0.0038	0.0014
Si	0.0001	-0.0023	0.0017
Si	0.0022	0.0109	-0.0026
Si	0.0069	-0.0067	-0.0083
Si	0.0052	0.0015	-0.0006
Si	-0.0045	0.0034	-0.0087
Si	0.0013	0.0006	0.0023
Si	-0.0003	-0.0033	0.0062
Si	-0.0064	0.0025	-0.0014
Si	-0.0054	-0.0008	-0.0002
Si	0.0078	-0.0105	0.0067
Si	0.0027	-0.0041	-0.0068
Si	0.0006	0.0019	-0.0075
Si	0.0024	-0.001	0.0033
Si	0.0023	-0.0022	-0.0049
Si	-0.0002	-0.0026	0.0012
Si	-0.0047	-0.0033	0.0045
Si	0.0005	0.0027	0.0023
Si	-0.0114	-0.0057	0.0059
Si	-0.0006	-0.0018	-0.0025
Si	0.0013	0.0001	0.0032
Si	-0.0023	-0.0049	0.0001
Si	0.001	-0.0073	-0.0006
Si	0.0024	0.0019	0.0145
Si	0.0003	-0.002	-0.0079
Si	0.0007	-0.0018	-0.0004
Si	0.0052	0.0004	0.0034
Si	0.0051	-0.0021	0.0039
Si	-0.0018	-0.0021	0.0013
Si	-0.0016	0.0025	-0.0033
Si	-0.0033	0.0019	0.0136
Si	-0.0026	0.0049	-0.0064
Si	-0.002	0.0006	0.001
Si	-0.0028	-0.0068	0.0033
Si	-0.003	-0.0059	0.0044
Si	0.0024	0.0003	0.0063
Si	-0.0035	-0.0069	-0.0035
Si	0	0.0019	0.0012
Si	-0.0005	-0.0011	0.0002
Si	-0.0007	0.0005	0.0002
Si	-0.003	0.0014	-0.0004
Si	-0.0072	-0.0067	0.0033
Si	0.002	0.0004	0.0045
Si	-0.0018	0.0011	0.0027
Si	-0.0049	-0.009	-0.0151
Si	-0.0009	0.0003	0.003
O	-0.0029	-0.0012	0.0029
O	-0.0028	0	0.0016
O	0.0003	0.002	0.0032
O	0.0015	0.0013	0.0001
O	-0.0003	-0.002	0.0002
O	0	-0.0024	-0.0012
O	-0.0003	-0.001	-0.001
O	-0.0005	-0.0006	0.0043
O	-0.0026	-0.0023	0.001
O	-0.0012	0	-0.0011
O	-0.0014	-0.0034	0.0001
O	0.002	-0.0024	-0.0002
O	0.0007	0.0022	0.0017
O	-0.001	-0.002	-0.0011
O	-0.0013	0.0015	-0.003
O	-0.0135	0.0042	-0.0008
O	0.0003	0.0034	0.0012
O	-0.0001	-0.0057	0.0017
O	-0.0023	-0.0012	-0.001
O	0.0005	-0.0029	-0.0023
O	-0.0004	0.0008	-0.003
O	-0.0013	-0.0016	-0.0021
O	0.0005	-0.0022	0.0003
O	-0.0054	-0.0065	-0.0014
O	-0.0004	-0.0004	-0.0017
O	-0.0007	-0.0019	0.0023
O	-0.0002	-0.0002	0.0006
O	-0.0028	-0.0009	0.0017
O	-0.0021	-0.0012	-0.0011
O	-0.0026	-0.0034	-0.0026
O	-0.0009	-0.0004	-0.0008
O	0.0005	-0.0067	0.0006
O	0.0032	0	0.0007
O	-0.001	-0.0013	-0.0014
O	-0.0006	-0.0007	-0.0005
O	-0.0037	-0.0017	0.0041
O	-0.0025	0.0008	-0.005
O	-0.0003	-0.0018	0.0013
O	-0.0013	0.0025	0
O	-0.0026	-0.0017	-0.0028
O	0.0021	0.0039	-0.0035
O	0.0023	0.0011	0.0007
O	0.0011	-0.0027	-0.0064
O	-0.0003	0.0003	0.0002
O	-0.0013	-0.0009	-0.0005
O	-0.0043	0.002	-0.0042
O	-0.0009	-0.0018	-0.0029
O	0	-0.0051	0.0055
O	0.0024	-0.0021	0.0001
O	0.0008	0.0019	0.0004
O	-0.0004	-0.0005	-0.0005
O	-0.0024	0.0004	-0.0012
O	-0.0007	-0.0052	0.0066
O	0.002	-0.0051	0.0048
O	-0.0014	-0.0042	-0.0033
O	-0.0008	-0.0004	-0.0013
O	0.0011	-0.0006	-0.0011
O	-0.0014	-0.0023	0.0027
O	-0.0023	0.0017	0.0013
O	0.0008	-0.0001	0
O	-0.002	-0.0014	0.0009
O	-0.0002	-0.0016	-0.0014
O	0.0005	-0.0023	0.0006
O	0.0107	-0.021	0.0144
O	0.0001	0.0007	0.0023
O	0.0026	-0.0024	-0.0016
O	-0.0001	-0.0016	-0.0016
O	-0.0032	0.0005	-0.0024
O	0.0078	-0.0004	0.006
O	0.0003	-0.0009	0.0015
O	-0.0008	-0.0003	-0.0001
O	-0.0039	0.0001	-0.003
O	-0.0031	-0.0024	-0.0021
O	-0.0002	-0.0018	-0.001
O	0.0003	0	-0.0033
O	-0.0021	0.003	0.0046
O	-0.0033	0.002	0.0023
O	-0.0005	0.0016	0.0021
O	-0.0003	-0.0017	-0.0008
O	-0.0008	-0.0029	0.0021
O	0.0036	0.0059	-0.004
O	0.0014	-0.0002	0.0026
O	0.0012	-0.0018	0.001
O	-0.0016	-0.0012	0.0035
O	-0.0012	-0.0024	-0.0014
O	-0.0017	0.0018	0.0036
O	-0.0014	-0.0022	-0.0018
O	-0.0008	0.0002	-0.0049
O	-0.0006	-0.0031	-0.0008
O	-0.0038	-0.0025	-0.008
O	-0.0007	0.0079	-0.0058
O	-0.0013	0.0009	0.0003
O	-0.0034	0.005	-0.0081
O	0.0044	-0.0047	0.0006
O	-0.0007	-0.0006	0.0019
O	-0.0031	-0.0019	0.0061
O	-0.0016	-0.0017	-0.0004
O	0.0007	0.0069	0.0014
O	-0.0005	-0.0033	0.0065
O	-0.0021	-0.0006	-0.0014
O	-0.0003	0.0061	0.036
O	-0.0318	0.0185	0.0628
O	0.0093	-0.0586	0.0115
O	-0.001	0.0047	0.0641
O	0.0072	0.0198	0.0004
O	0.0078	-0.0066	0.0217
O	0.0203	0.0007	-0.0121
O	0.0045	0.0031	0.0152
O	-0.0244	0.0044	-0.0209
O	-0.0048	-0.003	0.0001
O	-0.0058	-0.0358	0.0157
O	-0.004	-0.0297	-0.0035
O	0.0002	0.0088	-0.0038
O	-0.0014	0.0066	0.0121
O	-0.0108	0.0017	-0.0058
O	-0.0013	-0.0026	-0.0137
O	-0.0028	0.002	0.0157
O	-0.0075	0.0131	0.0295
O	0.0018	0.0073	0.0044
O	-0.0006	0.0077	0.0366
O	0.0039	-0.0084	-0.0075
O	-0.0029	-0.0544	0.0504
O	0.0378	-0.0085	0.0193
O	-0.0024	0.0099	0.0482

The program warned: the cutoff lies below the one the program advises for these potential files; the forces do not sum to zero within the program's tolerance; the exchange-correlation potential is rough where the density is thin.
